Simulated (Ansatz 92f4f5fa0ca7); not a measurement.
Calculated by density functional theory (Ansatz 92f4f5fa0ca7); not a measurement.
Periodic cell of 223 atoms, Si131O90As2, from a study of silicon, its oxide and their interface. The atomic structure is a simulated model.
Doubt: the cutoff is far below the 930 eV that the study's wrapper takes by default for these files, so forces and energies are approximate.
This geometry differs little from another in the collection (a relaxation step or a small displacement).

Settings: functional PBE; potential files Ansatz PAW; basis plane waves; wave-function cutoff 580 eV; density cutoff ratio 5; exchange-correlation grid ratio 1; k mesh 1 x 1 x 1, Gamma-centred; self-consistency stop 5e-08 eV per atom in the density residual; occupations fixed; spin none; net charge 0.

Cell vectors (angstrom)
a	10.938	0	0
b	0	10.938	0
c	0	0	32.1988

Atoms and the computed forces on them: element, x, y, z (angstrom), force x, y, z (eV/angstrom)
Si	10.5782	0.1637	24.8599	0.0791	0.0422	0.0454
Si	5.7579	10.6641	24.752	-0.0092	-0.0002	0.0036
Si	2.5633	2.945	24.6211	-0.0239	-0.0362	0.07
Si	8.4591	2.4835	24.88	-0.0031	-0.0013	0.0216
Si	0.2722	5.1481	24.8055	0.002	0.005	0.0267
Si	5.1604	5.7417	24.7044	0.0017	0.0083	-0.0123
Si	2.9463	7.9945	24.6174	-0.0011	0.0196	-0.003
Si	7.9645	8.441	24.7482	-0.0018	-0.006	-0.0162
As	1.5849	1.1372	25.8557	0.0684	-0.1026	-0.1182
Si	6.8601	1.298	26.1155	0.0039	0.0178	-0.0229
Si	4.0512	4.121	26.0323	0.0102	-0.0206	0.0027
Si	9.5369	4.1459	26.13	0.0362	-0.0409	0.0353
Si	1.4133	6.819	26.0079	-0.0101	-0.0092	-0.0188
Si	6.7711	6.8635	26.0247	-0.0026	-0.0037	0.0074
Si	4.1607	9.4796	25.9995	-0.0381	0.0277	0.0169
Si	9.4652	9.5735	26.1962	0.0141	-0.0348	0.0034
Si	2.8452	-0.1216	27.3875	-0.0201	0.0289	-0.0387
Si	8.1468	-0.0181	27.5617	0.0031	0.0275	0.0077
As	-0.0159	2.7288	27.4661	-0.0492	0.0613	0.0602
Si	5.4561	2.7333	27.3665	-0.0025	-0.001	-0.0101
Si	2.7255	5.4755	27.4366	-0.0219	-0.0131	-0.0027
Si	8.1458	5.5165	27.3823	0.0114	-0.0126	-0.0475
Si	0.0068	8.1696	27.3821	0.0005	0.0009	-0.0066
Si	5.4633	8.1706	27.4629	0.0016	-0.0056	-0.0302
Si	4.0944	1.3631	28.753	0.0168	0.007	0.0092
Si	9.5144	1.3382	28.8963	0.0046	0.0404	-0.0165
Si	1.3809	4.158	28.8533	-0.0394	-0.0115	-0.0144
Si	6.8257	4.1083	28.7513	-0.0196	-0.0182	0.0162
Si	4.0975	6.8115	28.8149	0.0145	0.0036	0.0079
Si	9.5549	6.8254	28.7629	0.0181	0.0243	0.0145
Si	1.373	9.5528	28.7515	-0.0095	-0.0128	0.0116
Si	6.7922	9.537	28.862	0.004	-0.0091	0.0135
Si	0.0203	-0.0149	30.1477	-0.0024	0.0064	0.0075
Si	5.4507	0.0092	30.1606	0.0052	0.0078	0.0072
Si	2.7336	2.7281	30.1378	-0.0068	0.0063	0.0127
Si	8.1825	2.7589	30.1623	0.0098	-0.0207	-0.0041
Si	-0.0191	5.4797	30.1594	0.0183	-0.0072	0.0031
Si	5.4733	5.4566	30.1506	-0.0009	-0.0044	0.0033
Si	2.7347	8.1992	30.1449	-0.0077	-0.0071	0.005
Si	8.2133	8.1913	30.1575	0.0013	0.0041	0.0002
Si	1.3673	1.3673	31.515	0.0975	-0.0551	-0.0011
Si	6.8362	1.3673	31.515	-0.0613	0.0773	0.0082
Si	4.1018	4.1018	31.515	0	-0.0696	-0.0179
Si	9.5708	4.1018	31.515	-0.0814	0.0826	0.0956
Si	1.3673	6.8362	31.515	-0.0495	0.0874	-0.0399
Si	6.8362	6.8362	31.515	0.0584	-0.0973	0.0398
Si	4.1018	9.5708	31.515	-0.1672	0.0316	0.0105
Si	9.5708	9.5708	31.515	0.038	-0.0185	0.0075
Si	2.7345	0	0.6835	0.0409	-0.0366	0.1038
Si	8.2035	0	0.6835	-0.026	0.0693	-0.1419
Si	0	2.7345	0.6835	-0.0729	0.0007	0.0478
Si	5.469	2.7345	0.6835	0.0274	-0.0595	0.028
Si	2.7345	5.469	0.6835	-0.0366	0.124	-0.1779
Si	8.2035	5.469	0.6835	0.0641	-0.0838	0.0872
Si	0	8.2035	0.6835	0.0981	-0.0435	-0.0068
Si	5.469	8.2035	0.6835	-0.0158	0.0435	0.0334
Si	4.1229	1.3613	2.057	-0.0007	0.0062	-0.0001
Si	9.567	1.3575	2.0514	-0.0013	-0.011	0.0024
Si	1.3679	4.1208	2.036	0.0086	0.0038	-0.0005
Si	6.8478	4.0867	2.0573	-0.0045	0.0019	0.0014
Si	4.1045	6.8303	2.0529	-0.0027	-0.0071	0.0025
Si	9.5786	6.8368	2.0508	-0.0015	0.0048	-0.0008
Si	1.3803	9.5499	2.0532	-0.0043	0.0003	0.0019
Si	6.8277	9.5909	2.0491	0.0094	0.0042	0.0003
Si	-0.0036	-0.032	3.3889	0.0046	0.0054	0.0102
Si	5.4896	0.0136	3.4685	-0.0035	-0.0003	0.0043
Si	2.7748	2.7817	3.3652	-0.0047	-0.0055	0.008
Si	8.1921	2.6995	3.4464	-0.0022	0.0018	0
Si	0.0191	5.4807	3.4313	-0.0001	-0.0027	-0.0032
Si	5.4822	5.4659	3.4057	0.002	-0.0023	0.0115
Si	2.7672	8.2088	3.446	-0.0001	0.0033	-0.0013
Si	8.2079	8.2274	3.3797	0.0002	-0.0016	0.0093
Si	1.3898	1.3943	4.6335	-0.0018	-0.0005	-0.0203
Si	6.8455	1.352	4.905	0.0011	-0.0047	0.0007
Si	4.155	4.0868	4.8018	0.004	0.0064	-0.0156
Si	9.5742	4.0872	4.7589	0	-0.0025	0.0044
Si	1.4126	6.8336	4.8169	0.0041	0.001	-0.0004
Si	6.825	6.8896	4.7284	-0.0014	0.0013	-0.0078
Si	4.1349	9.5791	4.8433	0.0037	-0.0003	0.0069
Si	9.5573	9.5537	4.7895	-0.0058	-0.0006	-0.0155
Si	2.745	0.1137	6.0575	0.0057	-0.0035	0.0066
Si	8.2059	-0.0593	6.264	-0.0016	0.0032	0.001
Si	0.0247	2.6767	6.0414	-0.0002	0.0024	0.0107
Si	5.4752	2.7289	6.2903	-0.0001	-0.0064	-0.0001
Si	2.8145	5.4788	6.1769	-0.0002	0.0006	0.004
Si	8.1724	5.4824	6.0402	-0.0001	0.0005	0.0038
Si	0.0123	8.1896	6.1533	0.0005	-0.0035	0.0021
Si	5.5283	8.2244	6.2316	0.0007	0.0014	0.0049
Si	3.8359	1.575	7.6008	-0.0053	-0.005	0.0019
Si	9.837	1.1437	7.4506	0.0054	0.0075	-0.0039
Si	1.629	3.8014	7.3092	-0.0094	-0.0034	0.0014
Si	6.6495	4.4191	7.4791	0.0048	0.0116	0.0078
Si	4.4045	6.6351	7.5437	0.0033	0.0072	-0.001
Si	9.3661	6.9504	7.4037	-0.0072	-0.0013	0.0028
Si	1.1401	9.9223	7.2924	0.0017	0.0077	0.0085
Si	7.161	9.2306	7.6691	-0.0077	-0.0048	-0.0049
O	8.3131	8.0909	7.9163	0.0033	-0.0023	0.0007
O	2.7149	2.7373	7.9531	0.0065	-0.001	-0.0072
O	9.6493	1.4303	24.3711	-0.0382	0.0314	-0.0184
O	4.0461	6.8403	24.1161	0.0064	-0.0153	0.0012
O	0.0274	0.0298	7.9557	0.0004	-0.0027	-0.0045
O	5.5245	5.5127	8.0338	0.0008	-0.006	-0.0036
O	6.8862	9.5774	24.1854	0.0167	-0.0002	0.001
O	1.3114	3.9541	24.2616	-0.0157	0.0178	-0.025
O	3.8591	7.3912	8.9315	-0.0002	-0.0005	-0.0043
O	0.8163	4.3772	8.6042	-0.0002	0.0016	-0.0023
O	9.8125	6.1732	8.7984	-0.0003	0.0011	-0.0073
O	2.1106	9.3928	8.5052	-0.0007	-0.0006	-0.0077
O	7.5056	3.9305	8.8051	-0.0021	-0.0015	-0.0077
O	4.2674	0.9289	9.0711	-0.0018	0.0006	-0.006
O	6.7359	9.5611	9.2262	0.0005	0.0014	-0.005
O	9.2082	1.8607	8.7977	0.0002	-0.0018	-0.0042
O	7.7817	3.1483	23.5387	-0.0205	0.0078	-0.0188
O	10.5294	5.7992	23.4627	-0.0139	0.0225	-0.0255
O	5.053	0.4191	23.4392	0.0135	-0.0116	-0.0012
O	5.8555	5.0243	23.3951	0.0061	-0.0046	-0.0086
O	3.1713	2.3111	23.2272	0.018	-0.0057	-0.0146
O	2.2884	8.7578	23.2824	0.0032	-0.0115	-0.0097
O	8.69	7.7531	23.4336	0.0008	-0.0058	-0.0085
O	0.099	10.2796	23.5418	0.0183	-0.0476	-0.0277
Si	4.4339	1.5645	22.4674	-0.0169	0.0075	-0.0331
Si	3.4922	7.9354	14.0309	0.0012	-0.0016	0.0144
Si	7.1243	0.9607	14.6689	0.0008	0.0009	0.014
Si	0.9409	9.3328	22.5258	-0.0295	0.0184	0.0107
Si	1.1793	4.3122	11.8803	0.0015	-0.0027	0.0123
Si	6.2676	8.9664	15.3198	0.0004	0.0011	0.0144
Si	0.6786	1.3695	12.2943	0.0005	0.0005	0.0121
Si	8.6446	4.9481	20.5249	0.0046	-0.003	0.0065
Si	0.3265	5.7157	9.3592	0.0023	-0.0027	0.0124
Si	5.1063	3.1192	17.9447	-0.0012	-0.0025	0.0146
Si	0.8874	3.743	16.7435	0.0013	-0.0009	0.0175
Si	10.4113	2.8385	19.2316	0.0019	-0.0029	0.0142
Si	5.2797	1.1849	10.3486	0.002	0.0002	0.0142
Si	0.8947	0.1689	19.8607	0.0027	0.0018	0.0168
Si	6.6464	9.4637	10.8634	0.0028	-0.002	0.0114
Si	9.3474	9.6758	18.3312	0.0028	0.0015	0.0161
Si	9.3918	9.2491	12.5731	0.0021	-0.0001	0.0145
Si	6.6213	3.8178	22.6126	-0.0063	-0.0165	-0.0041
Si	2.4394	8.0741	9.3772	0.0021	-0.0003	0.0146
Si	10.5992	7.3679	17.0822	-0.0001	-0.0015	0.0124
Si	2.518	6.2928	16.5786	0.0008	-0.0016	0.0151
Si	10.1763	4.4921	14.189	0.0005	-0.0003	0.0155
Si	6.1459	9.1817	18.5169	-0.001	0.0012	0.0138
Si	7.9683	2.5759	9.5773	0.0015	-0.0002	0.0167
Si	8.8799	2.1467	12.4507	-0.0001	-0.0023	0.0124
Si	5.3466	6.2416	18.0698	0.0023	-0.0008	0.0113
Si	3.9341	0.5538	19.4744	-0.0024	0.0008	0.0119
Si	4.2786	3.8407	12.0519	-0.0012	0.0007	0.014
Si	5.5455	6.6051	12.1367	-0.0002	-0.0015	0.011
Si	8.0205	2.4985	17.226	0.0019	0.0015	0.0146
Si	4.3636	2.4816	14.9684	0.0015	-0.0018	0.0153
Si	1.5448	1.2117	15.2541	0.0018	-0.0005	0.0162
Si	1.5728	9.4158	12.0428	-0.0008	0.0005	0.012
Si	8.0519	6.8524	13.8683	0.0012	0.0009	0.012
Si	10.3857	9.8372	15.4899	0.0004	-0.0022	0.0149
Si	9.8486	6.9827	22.5765	0.0233	0.0118	-0.0116
Si	8.1221	5.4829	17.4245	-0.0007	0	0.0125
O	6.0483	7.9621	11.2906	0.002	0.0032	-0.0053
O	6.0234	9.2033	16.9003	0.0012	-0.0011	-0.012
O	7.6818	1.3657	13.1977	0.0036	0.0016	-0.0077
O	0.8984	1.7477	13.8652	-0.0017	0.0004	-0.0103
O	9.4407	6.2512	16.8922	0.0013	-0.0005	-0.0056
O	6.7637	6.2044	13.1348	-0.0019	-0.0006	-0.0055
O	5.1397	4.6565	18.6138	0.0004	0.0001	-0.0044
O	9.2339	2.1468	18.2844	-0.0017	0	-0.0068
O	2.3769	0.0904	19.0959	-0.0005	-0.0015	-0.0043
O	9.4217	10.2347	16.7739	0.0018	-0.0002	-0.0101
O	2.7884	4.4349	11.718	0.0006	0.0004	-0.0045
O	5.0753	10.3201	19.1103	0.0025	-0.0028	-0.004
O	9.424	3.2435	13.4949	0.0002	-0.0022	-0.0051
O	0.466	1.7584	19.9665	-0.0002	0.0024	-0.009
O	3.1593	1.3605	15.0617	0.0005	-0.0005	-0.0051
O	8.1781	5.3812	19.0403	0.0002	0.0004	-0.0075
O	3.9027	6.5928	17.3897	-0.0026	0.0001	-0.0058
O	4.5742	3.2807	16.3922	-0.0004	-0.0009	-0.0118
O	9.0622	5.6682	14.3205	0.0001	0.0001	-0.0044
O	5.5553	2.6906	22.1301	0.0173	0.0189	0.0165
O	10.6757	4.1445	15.685	-0.0029	0.0017	-0.0106
O	0.3472	3.8589	18.2814	0.0014	0.0011	-0.0086
O	10.434	10.5069	19.2335	-0.0022	-0.0025	-0.0067
O	9.6442	10.0269	14.034	-0.0011	-0.0019	-0.0111
O	10.9659	8.0599	22.0789	-0.0113	-0.0029	0.0222
O	1.1991	2.1604	16.5277	0.0015	-0.0023	-0.008
O	9.7458	3.7426	20.4214	-0.0022	0.0016	-0.007
O	8.146	4.03	16.7005	0.0013	-0.0011	-0.0065
O	-0.0401	9.1071	11.9103	0.002	-0.0012	-0.0041
O	6.589	2.4109	18.0088	0.0021	0	-0.0057
O	5.5817	10.7193	11.1962	-0.0001	0.001	-0.0053
O	7.757	9.5888	18.8472	0.0015	-0.0006	-0.004
O	10.0292	1.0249	12.0635	0.0009	-0.0009	-0.0046
O	1.3107	6.9629	9.0645	0	0.0005	-0.0049
O	0.6222	4.7694	13.3506	0.0035	-0.001	-0.0076
O	5.71	7.6211	18.9858	0.0005	-0.0019	-0.0047
O	5.2356	5.0887	11.5215	0.0006	-0.002	-0.0043
O	2.7183	6.9904	15.1197	0.0025	0.0029	-0.0095
O	0.9085	2.7475	11.4659	0.0012	0.0009	-0.0038
O	0.8665	10.6846	15.5489	0.0012	0.0009	-0.0059
O	2.4065	8.5857	10.9149	0.0013	-0.0025	-0.0082
O	4.6974	2.4327	11.2754	0.0018	-0.0036	-0.0068
O	4.2577	3.5117	13.6835	0.0001	0.0032	-0.0114
O	2.2016	4.6849	16.4866	0.0009	0.0002	-0.0048
O	10.7073	8.2494	15.7028	0.0009	0.0019	-0.0072
O	6.9325	10.2936	14.6757	0.0009	-0.0004	-0.0049
O	2.3444	8.9582	13.4268	-0.0015	0.0008	-0.0071
O	8.0425	1.523	15.9115	-0.0011	-0.0038	-0.0099
O	4.1322	7.0002	12.8596	0.003	-0.0021	-0.0064
O	4.1835	2.0081	18.7323	0.0018	0.0026	-0.005
O	7.3157	4.4242	21.2892	-0.0022	0.0042	-0.0035
O	8.4115	2.9284	11.1036	-0.0021	0.0006	-0.0105
O	1.1902	6.8684	17.3645	0.0013	-0.0007	-0.0061
O	5.6611	1.5798	14.7704	0.0002	-0.0012	-0.0053
O	8.1303	9.7578	11.594	-0.0029	-0.0001	-0.0059
O	9.2271	6.2736	21.2601	-0.0032	0.0033	0.0009
O	8.9636	7.7173	12.8613	0.0014	0.0007	-0.0054
O	1.6537	0.1225	11.8773	0.0016	-0.0012	-0.0036
O	6.6581	6.1463	17.0747	0.0016	0.0002	-0.0059
O	7.395	7.801	15.042	0.0028	-0.0032	-0.007
O	1.2242	10.2908	21.2443	-0.0048	0.0017	-0.0093
O	10.0402	8.1983	18.3617	0.0005	-0.0015	-0.0065
O	3.9694	0.8449	21.0893	0.0038	-0.0013	-0.0069
O	0.3393	5.3382	10.9292	-0.0012	0.0019	-0.008
O	6.6976	1.5745	9.6432	0.001	0.0001	-0.0051
O	4.7779	8.7135	14.6862	-0.0018	-0.0021	-0.0058

Results
free energy: -144176.350 eV
free energy less fixed offsets of As -4856.12, O -568.88, Si -635.61 eV per atom: -0.000 eV

The program warned: the cutoff lies below the one the program advises for these potential files; the exchange-correlation potential is rough where the density is thin.
